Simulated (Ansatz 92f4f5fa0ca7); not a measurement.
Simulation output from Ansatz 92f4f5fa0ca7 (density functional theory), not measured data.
Periodic cell of 225 atoms, Si132O91As2, from a study of silicon, its oxide and their interface. The atomic structure is a simulated model.
Doubt: the cutoff is far below the 930 eV that the study's wrapper takes by default for these files, so forces and energies are approximate.
This geometry differs little from another in the collection (a relaxation step or a small displacement).

Settings: functional PBE; potential files Ansatz PAW; basis plane waves; wave-function cutoff 580 eV; density cutoff ratio 5; exchange-correlation grid ratio 1; k mesh 1 x 1 x 1, Gamma-centred; self-consistency stop 5e-08 eV per atom in the density residual; occupations fixed; spin none; net charge 0.

Cell vectors (angstrom)
a, 10.938, 0, 0
b, 0, 10.938, 0
c, 0, 0, 31.9494

Atoms: element, x, y, z (angstrom)
Si, 10.6372, 0.0009, 24.4411
Si, 5.087, 0.126, 24.6934
Si, 2.8422, 2.296, 24.5577
Si, 8.5831, 2.4326, 24.5979
Si, 10.7193, 5.5873, 24.3576
Si, 5.1687, 5.6173, 24.4735
Si, 3.0036, 7.9549, 24.4394
Si, 8.4331, 7.8274, 24.4471
Si, 1.3034, 1.1356, 25.8559
Si, 6.824, 1.3288, 25.7655
Si, 3.9991, 4.0143, 25.756
Si, 9.699, 4.0269, 25.8738
Si, 1.3476, 6.7945, 25.6897
Si, 6.8139, 6.7237, 25.7737
Si, 4.0103, 9.4706, 25.9832
Si, 9.4917, 9.4439, 25.824
Si, 2.6411, -0.1279, 27.3043
Si, 8.1436, -0.0678, 27.1655
Si, 0.0861, 2.6577, 27.2234
Si, 5.4601, 2.7229, 27.1343
Si, 2.6727, 5.4163, 27.1276
Si, 8.1971, 5.3686, 27.153
Si, 0.0149, 8.1508, 27.1468
Si, 5.5199, 8.144, 27.1981
Si, 4.0857, 1.3307, 28.5135
Si, 9.5442, 1.332, 28.5135
Si, 1.3867, 4.0692, 28.5756
Si, 6.8136, 4.0641, 28.5425
Si, 4.086, 6.7863, 28.5018
Si, 9.5578, 6.7857, 28.4992
Si, 1.2957, 9.4872, 28.6278
Si, 6.8275, 9.5358, 28.5777
Si, -0.0316, 0.0018, 29.9202
Si, 5.4627, -0.0027, 29.9039
Si, 2.7637, 2.7147, 29.9116
Si, 8.2018, 2.7193, 29.8951
Si, -0.0026, 5.4578, 29.8978
Si, 5.4621, 5.4589, 29.8961
Si, 2.7502, 8.1665, 29.9117
Si, 8.2268, 8.1779, 29.8981
Si, 1.3673, 1.3673, 31.2657
Si, 6.8362, 1.3673, 31.2657
Si, 4.1018, 4.1018, 31.2657
Si, 9.5708, 4.1018, 31.2657
Si, 1.3673, 6.8362, 31.2657
Si, 6.8362, 6.8362, 31.2657
Si, 4.1018, 9.5708, 31.2657
Si, 9.5708, 9.5708, 31.2657
Si, 2.7345, 0, 0.6835
Si, 8.2035, 0, 0.6835
Si, 0, 2.7345, 0.6835
Si, 5.469, 2.7345, 0.6835
Si, 2.7345, 5.469, 0.6835
Si, 8.2035, 5.469, 0.6835
Si, 0, 8.2035, 0.6835
Si, 5.469, 8.2035, 0.6835
Si, 4.0674, 1.4009, 2.0543
Si, 9.5703, 1.3728, 2.0351
Si, 1.3389, 4.1478, 2.0514
Si, 6.8105, 4.1441, 2.0429
Si, 4.0819, 6.8534, 2.043
Si, 9.5499, 6.8591, 2.0456
Si, 1.346, 9.6109, 2.0492
Si, 6.782, 9.6359, 2.0328
Si, -0.0041, 0.052, 3.4447
Si, 5.4253, 0.0593, 3.4404
Si, 2.6996, 2.7911, 3.4106
Si, 8.2176, 2.7862, 3.3493
Si, -0.0049, 5.5326, 3.4386
Si, 5.4507, 5.5219, 3.4349
Si, 2.7258, 8.2518, 3.3861
Si, 8.1691, 8.2833, 3.3419
Si, 1.3318, 1.4814, 4.8228
Si, 6.8283, 1.4984, 4.7127
Si, 4.0304, 4.1697, 4.7897
Si, 9.5683, 4.1169, 4.752
Si, 1.3362, 6.9832, 4.7896
Si, 6.807, 6.9983, 4.7347
Si, 4.0544, 9.5909, 4.7963
Si, 9.5088, 9.6154, 4.7424
Si, 2.6528, 0.0295, 6.1226
Si, 8.1886, 0.1301, 6.0424
Si, -0.0204, 2.8539, 6.262
Si, 5.4692, 2.8312, 6.1214
Si, 2.7153, 5.6404, 6.1367
Si, 8.2177, 5.5987, 5.9643
Si, -0.078, 8.3279, 6.1907
Si, 5.4744, 8.3175, 6.2253
Si, 4.3466, 1.1481, 7.3533
Si, 9.6676, 1.2476, 7.4909
Si, 1.1699, 4.5244, 7.5015
Si, 6.6105, 4.5671, 7.2954
Si, 4.2761, 6.7543, 7.552
Si, 9.7307, 6.6392, 7.4617
As, 1.1134, 9.8368, 7.7122
Si, 6.6881, 9.9565, 7.4486
O, 9.5931, 1.2368, 24.005
O, 4.1152, 6.8037, 23.9674
O, 4.0276, 1.2397, 24.0523
O, 9.5491, 6.6996, 23.9191
O, -0.0213, 5.5868, 8.0033
O, 5.4944, 0.084, 7.931
O, -0.1509, 0.1803, 8.0879
O, 5.4491, 5.6121, 7.8329
O, 7.5434, 4.1659, 8.5696
O, 8.7876, 7.1062, 8.746
O, 8.7382, 1.7956, 8.762
O, 7.5951, 9.4797, 8.7542
O, 3.5832, 1.794, 8.6553
O, 3.5492, 7.2681, 8.9569
O, 2.0613, 3.9968, 8.8035
O, 8.1534, 3.4925, 23.4022
O, 0.4622, 4.9358, 22.9741
O, 1.9331, 2.7559, 23.2692
O, 5.8422, 4.9127, 23.1398
O, 5.538, 9.9815, 23.5418
O, 2.4687, 8.7022, 23.0607
O, 0.1999, 10.0612, 23.1108
O, 7.8068, 8.5692, 23.1049
Si, 8.7017, 7.6796, 18.5
Si, 8.9043, 6.331, 13.6408
Si, 3.8579, 1.5188, 14.7763
Si, 2.1965, 5.734, 17.6619
Si, 2.44, 3.1325, 19.526
Si, 9.9548, 9.0042, 12.0692
Si, 1.3526, 9.4183, 22.1139
Si, 9.2773, 0.9373, 13.2565
Si, 1.4525, 5.0016, 13.0894
Si, 1.8969, 8.1816, 12.9307
Si, 6.6693, 9.5504, 22.4706
Si, 4.5906, 4.5777, 15.7586
Si, 8.1823, 3.0907, 9.5854
Si, 0.8847, 8.2283, 19.3056
Si, 6.9752, 1.3446, 21.142
Si, 8.3233, 8.3549, 9.6926
Si, 10.9489, 5.1796, 15.6497
Si, 7.6262, 9.5083, 16.4042
Si, 9.9556, 2.0479, 20.3491
As, 3.2948, 8.7515, 10.0585
Si, 6.7372, 3.3235, 17.4697
Si, 1.1914, 0.2011, 19.839
Si, 3.2672, 2.7981, 12.3424
Si, 7.2533, 5.3779, 19.7323
Si, 5.9812, 8.6208, 11.6719
Si, 5.9018, 6.0302, 13.2749
Si, 4.681, 9.6979, 17.6957
Si, 1.0385, 3.5983, 22.2065
Si, 4.9249, 1.475, 18.8585
Si, 3.1854, 3.0864, 9.5498
Si, 6.5501, 10.8251, 13.8671
Si, 10.4007, 0.131, 16.0625
Si, 5.6717, 3.6587, 11.1766
Si, 9.9136, 3.8509, 11.9173
Si, 2.3797, 9.9125, 15.6505
Si, 6.1168, 8.1031, 19.8566
Si, 6.9535, 3.9717, 22.4144
Si, 9.7936, 2.7908, 17.4349
O, 7.3267, 6.3097, 14.0273
O, 1.9253, 7.0422, 18.7131
O, 10.3051, 4.0682, 16.6091
O, 6.2137, 9.9615, 17.1284
O, 10.2282, 0.7001, 14.5498
O, 8.4788, 6.0958, 18.8997
O, 5.2515, 0.6884, 14.4761
O, 5.7487, 2.0388, 17.5775
O, 8.371, 1.93, 20.5952
O, 2.033, 4.2819, 18.4259
O, 6.9715, 2.8051, 10.6597
O, 4.8984, 2.6903, 12.2358
O, 6.0888, 4.3678, 16.4004
O, 4.5588, 3.9212, 9.9677
O, 10.7111, 2.7504, 21.6138
O, 9.8204, 6.1568, 14.9886
O, 6.0424, 6.4683, 19.8899
O, 4.112, 0.1586, 18.3453
O, 9.4002, 10.5119, 12.3605
O, 2.9016, 4.3339, 12.7903
O, 1.9327, 10.702, 21.2492
O, 4.0201, 2.713, 19.4378
O, 0.7755, 10.0556, 16.078
O, 1.3085, 9.7894, 18.881
O, 1.7398, 1.653, 19.3044
O, 8.9902, 10.4102, 16.5965
O, 4.9183, 8.5633, 18.8474
O, 9.6938, 8.8189, 10.4614
O, 6.7786, 4.0648, 18.9161
O, 2.9028, 1.6824, 13.4455
O, 5.8504, 8.7639, 21.3103
O, 2.5432, 2.4664, 10.9232
O, 7.6559, 4.8427, 21.2204
O, 5.4134, 7.4805, 12.6941
O, 0.6076, 9.0007, 12.3764
O, 7.6879, 1.0491, 13.6388
O, 7.1873, 9.6398, 14.8308
O, 9.0682, 4.997, 12.7081
O, 8.1447, 8.0385, 16.9755
O, 6.234, 2.5734, 21.9393
O, 2.4465, 9.0162, 14.2505
O, 0.4978, 4.4436, 11.8852
O, 0.8538, 8.3019, 20.9756
O, 9.4348, 3.7647, 10.3674
O, 9.7534, 2.3443, 12.562
O, 7.6656, 8.5394, 19.4592
O, 2.9397, 8.0241, 11.6787
O, 4.0333, 3.0407, 15.4149
O, 0.8499, 4.4019, 14.4844
O, 10.0829, 3.0112, 19.0273
O, 9.2996, 7.7666, 12.9402
O, 10.5374, 0.5298, 20.1076
O, 6.0661, 5.0277, 11.9747
O, 8.1959, 2.7191, 17.0818
O, 3.603, 5.4625, 16.7764
O, 5.0041, 9.0336, 10.4237
O, 1.517, 6.6219, 13.287
O, 4.8517, 5.4665, 14.4007
O, 2.0503, 3.8548, 20.9436
O, 10.6078, 1.4376, 17.0187
O, 1.0312, 6.0518, 16.5638
O, 7.3577, 10.949, 21.9904
O, 5.9571, 0.8982, 19.9713
O, 6.2173, 10.0241, 12.482
O, 2.9174, 0.5242, 15.6519
O, 7.29, 7.9802, 10.9098
O, 10.2882, 7.9883, 18.7399
O, 3.4887, 9.1833, 16.6645

Results
free energy: -145376.493 eV
free energy less fixed offsets of As -4856.12, O -568.88, Si -635.61 eV per atom: 4.347 eV

Forces (eV/angstrom), in the order of the atoms: element, x, y, z
Si, -0.0027, -0.006, 0.0017
Si, 0.0043, 0.0017, -0.0038
Si, 0.0069, 0.0039, 0.0083
Si, -0.0004, 0.0018, -0.0001
Si, 0.0118, 0.0063, -0.0025
Si, 0.005, -0.0049, 0.0078
Si, -0.0003, -0.0044, -0.0073
Si, 0.0045, 0.0087, 0.0068
Si, -0.0026, 0.0049, -0.0174
Si, -0.0073, 0.0023, 0.0008
Si, 0.002, -0.0053, -0.0012
Si, -0.006, -0.0017, -0.0053
Si, -0.0053, -0.0029, 0.0039
Si, -0.0012, -0.0021, -0.0111
Si, 0.0047, 0.0037, -0.0117
Si, -0.0001, -0.0027, -0.0026
Si, 0.0177, 0.0075, -0.0135
Si, 0.0272, 0.0107, -0.0038
Si, -0.0073, -0.0097, -0.004
Si, -0.0094, -0.0107, 0.0021
Si, 0.0127, 0.0165, 0.0065
Si, 0.0105, 0.0043, 0.0081
Si, 0.0071, 0.001, 0.0014
Si, -0.0022, -0.0107, 0.0006
Si, 0.0241, 0.0212, -0.0156
Si, -0.0104, -0.0184, -0.0139
Si, 0.0374, -0.0032, 0.026
Si, -0.0017, -0.0081, 0.007
Si, -0.0071, -0.0309, -0.0208
Si, 0.013, -0.009, -0.0282
Si, -0.0372, -0.0395, 0.0703
Si, 0.0057, -0.0039, 0.0246
Si, 0.0053, -0.0248, -0.0162
Si, -0.0013, -0.0147, -0.0038
Si, -0.0107, 0.0277, -0.0073
Si, -0.0158, 0.0035, -0.0048
Si, -0.012, -0.0114, -0.0017
Si, -0.0036, -0.0021, -0.0042
Si, -0.0249, 0.0207, -0.0142
Si, -0.0142, 0.0192, 0.0011
Si, 0.0704, -0.0073, -0.0278
Si, 0.0695, -0.0264, 0.0134
Si, 0.1047, -0.0884, 0.106
Si, -0.0567, -0.1155, -0.0402
Si, 0.0486, -0.1691, 0.0659
Si, 0.0641, -0.0405, -0.0758
Si, -0.0227, -0.0959, 0.006
Si, -0.1361, -0.1434, 0.1673
Si, -0.1042, 0.0905, -0.0372
Si, -0.1387, 0.0691, -0.1196
Si, 0.009, 0.1426, -0.0097
Si, -0.0607, 0.1254, 0.0699
Si, -0.0896, 0.0102, -0.0691
Si, -0.0904, 0.083, -0.0833
Si, -0.0129, 0.1424, 0.0409
Si, -0.0812, 0.1161, -0.034
Si, -0.0006, 0.0038, 0.0023
Si, -0.0251, 0.0088, 0.0185
Si, 0.0154, -0.0216, -0.0073
Si, 0.0247, -0.0057, 0.0276
Si, 0.0175, -0.0237, 0.0137
Si, -0.0149, 0.0063, 0.0051
Si, 0.0229, 0.0126, 0.0221
Si, 0.0172, 0.0063, 0.0042
Si, 0.0217, 0.0072, 0.0117
Si, 0.0158, -0.0018, 0.0091
Si, -0.0075, 0.0047, -0.0023
Si, 0.0272, 0.0093, -0.059
Si, 0.0033, 0.018, 0.0248
Si, -0.0248, 0.0217, 0.0364
Si, 0.0012, 0.0125, -0.0461
Si, 0.0241, -0.0036, -0.0155
Si, -0.0445, -0.0383, 0.0127
Si, -0.0241, -0.0218, 0.0183
Si, 0.0657, 0.0284, 0.0049
Si, -0.0147, -0.0017, 0.0022
Si, -0.0367, -0.011, 0.0123
Si, -0.0029, -0.0633, -0.0062
Si, -0.0001, 0.0059, 0.0169
Si, 0.0164, 0.0213, 0.0427
Si, 0.059, -0.0196, -0.0259
Si, -0.0069, -0.008, -0.0041
Si, 0.0212, 0.0048, 0.0089
Si, -0.0078, 0.0059, -0.0002
Si, 0.0121, -0.0404, 0.0109
Si, -0.021, 0.0196, -0.0125
Si, 0.0217, 0.0008, -0.0594
Si, -0.0059, -0.0133, 0.0102
Si, 0.0241, -0.0004, 0.0143
Si, 0.1151, -0.0934, -0.051
Si, 0.0033, -0.0376, 0.0025
Si, -0.1361, -0.0157, -0.3013
Si, -0.0106, 0.034, -0.088
Si, -0.0069, -0.059, -0.0018
As, 0.0566, -0.0317, -0.022
Si, 0.0096, 0.0325, 0.0026
O, 0.0038, -0.0014, 0.0064
O, -0.0029, 0.0099, 0.0066
O, -0.0009, -0.002, 0.0009
O, -0.0033, 0.0023, 0.003
O, -0.013, 0.0338, -0.0379
O, 0.0114, -0.01, -0.0268
O, -0.1155, 0.1085, -0.0099
O, 0.0332, 0.0981, 0.1159
O, 0.0977, 0.0099, 0.093
O, 0.0066, 0.0099, 0.0011
O, -0.0504, -0.0209, 0.1144
O, 0.0155, -0.0264, 0.0071
O, -0.0073, 0.0143, -0.0099
O, -0.0241, 0.0599, 0.0772
O, -0.0105, 0.0089, 0.0091
O, -0.0055, 0.0064, -0.0043
O, 0.0015, -0.0055, 0.0029
O, -0.0029, 0.0039, -0.0059
O, 0.0055, -0.0023, 0.0022
O, 0.0081, -0.0038, -0.0024
O, -0.0008, 0.0034, -0.0014
O, 0.0041, 0.0009, 0.0026
O, -0.0043, 0.0017, -0.0021
Si, 0.0039, -0.0017, -0.0062
Si, -0.0008, 0.0048, -0.0065
Si, 0.0091, 0.0004, -0.0108
Si, 0.0036, 0.0001, -0.0036
Si, 0.0004, -0.0009, -0.0053
Si, 0.0192, 0.0056, -0.0076
Si, 0.0054, 0.0004, -0.014
Si, 0.0057, -0.001, -0.003
Si, 0.0062, 0.0281, -0.0025
Si, 0.0113, -0.0111, 0.0133
Si, 0.0009, -0.0015, -0.01
Si, 0.0022, 0.0021, -0.0096
Si, 0.0077, -0.0249, 0.0826
Si, 0.0033, 0.0015, -0.0094
Si, 0.0074, -0.0019, -0.0111
Si, -0.007, 0.0204, 0.0333
Si, 0.0083, -0.0011, -0.0064
Si, 0.0046, 0.0008, -0.0075
Si, 0.0018, -0.0015, -0.0069
As, 0.0816, -0.0649, -0.0282
Si, 0.0023, -0.0017, -0.0046
Si, 0.0031, -0.004, -0.0089
Si, -0.0031, 0.0049, -0.0054
Si, 0.0041, -0.0024, -0.0077
Si, -0.0411, 0.0105, -0.0189
Si, 0.0007, 0.0129, -0.0063
Si, 0.0003, -0.0017, -0.0064
Si, 0.0029, 0.0024, -0.0084
Si, 0.005, -0.0025, -0.0062
Si, -0.0184, -0.0256, -0.0212
Si, 0.003, -0.0077, -0.0186
Si, 0.0034, -0.0009, -0.0098
Si, -0.019, -0.0067, 0.019
Si, 0.0087, -0.0016, 0.0089
Si, 0.0075, -0.008, -0.0262
Si, 0.0014, 0, -0.0046
Si, 0.0042, 0.005, -0.0089
Si, 0.0022, -0.0008, -0.0034
O, 0.0051, -0.0042, 0.0035
O, 0.0041, -0.0029, 0.0045
O, 0.0065, 0.0028, -0.001
O, 0.0034, -0.0013, 0.0053
O, 0.002, 0.0001, 0.0025
O, 0.0039, 0.0003, 0.0055
O, -0.0025, 0.0042, 0.0071
O, 0.0036, -0.0003, 0.0054
O, 0.0022, -0.0032, 0.0078
O, 0.0041, 0.0035, 0.0025
O, 0.004, 0.0015, -0.0064
O, 0.0033, 0.0035, -0.0038
O, 0.0033, 0.0012, 0.0023
O, 0.0198, 0.0002, 0.012
O, -0.001, -0.0034, 0.0055
O, -0.0011, -0.0024, 0.0045
O, 0.0017, 0.002, 0.0055
O, 0.0053, 0.0001, 0.0047
O, 0.0062, -0.005, 0.0016
O, 0.0004, -0.0017, 0.0099
O, 0.0023, 0.0031, 0.0061
O, 0.0028, -0.0016, 0.0039
O, 0.0024, 0.0027, 0.0053
O, 0.0013, -0.0005, 0.0092
O, 0.0033, 0.0022, 0.0044
O, 0.0021, -0.0005, 0.0058
O, 0.0036, 0.0005, 0.0046
O, -0.0185, -0.0071, -0.0126
O, 0.0011, -0.0024, 0.0021
O, 0.0058, -0.0013, 0.0078
O, 0.0049, -0.0046, 0.0017
O, 0.0061, 0.0042, 0.011
O, 0.0026, 0.003, 0.0004
O, 0.0146, -0.006, 0.0099
O, -0.0188, 0.0032, -0.0015
O, 0.0036, 0.0015, 0.0023
O, 0.0043, 0.0016, 0.0085
O, 0.0005, 0.0011, -0.0002
O, 0.003, 0.0023, 0.001
O, 0.0013, -0.0053, 0.0069
O, -0.0024, 0.0113, 0.017
O, -0.0077, -0.0024, -0.0039
O, 0.0011, -0.0021, 0.0025
O, 0.0246, 0.0128, 0.0172
O, 0.0005, 0.0002, -0.0004
O, 0.0015, -0.0005, 0.0058
O, -0.0226, 0.0412, -0.0065
O, 0.0023, -0.0007, 0.0049
O, -0.004, -0.0026, 0.0143
O, 0.0036, 0.0013, 0.0006
O, 0.0017, -0.0037, 0.0045
O, 0.0038, 0.0006, 0.0061
O, 0.0161, -0.0131, -0.006
O, 0.0013, 0.0001, 0.0016
O, 0.0045, -0.0003, 0.0061
O, -0.0559, -0.0219, 0.0143
O, 0.0018, -0.014, -0.0082
O, 0.0066, -0.0061, 0.0077
O, 0.005, -0.0019, 0.0015
O, 0.0026, -0.0017, 0.0035
O, -0.0019, -0.0067, -0.0004
O, 0.0006, 0.0019, 0.0046
O, -0.0006, 0.0002, 0.0015
O, 0.0046, 0.0007, 0.0067
O, 0.003, -0.0044, 0.0053
O, 0.03, 0.0027, -0.0285
O, 0.0015, -0.0002, 0.0034
O, 0.0008, 0.0029, 0.0075

The program warned: the cutoff lies below the one the program advises for these potential files; the forces do not sum to zero within the program's tolerance; the exchange-correlation potential is rough where the density is thin.
